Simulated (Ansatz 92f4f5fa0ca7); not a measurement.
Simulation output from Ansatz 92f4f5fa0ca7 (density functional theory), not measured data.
Periodic cell of 254 atoms, Si144O106N4, from a study of silicon, its oxide and their interface. The atomic structure is a simulated model.
Doubt: the cutoff is far below the 930 eV that the study's wrapper takes by default for these files, so forces and energies are approximate.
This geometry differs little from another in the collection (a relaxation step or a small displacement).

Settings
functional: PBE
potential files: Ansatz PAW
basis: plane waves
wave-function cutoff: 580 eV
density cutoff ratio: 5
exchange-correlation grid ratio: 1
k mesh: 1 x 1 x 1, Gamma-centred
self-consistency stop: 5e-08 eV per atom in the density residual
occupations: fixed
spin: none
net charge: 0

Cell vectors (angstrom)
a, 10.938, 0, 0
b, 0, 10.938, 0
c, -1.9408, -5.264, 37.6615

Atoms and the computed forces on them: element, x, y, z (angstrom), force x, y, z (eV/angstrom)
Si, -0.3097, -6.9344, 30.3898, 0.0804, -0.0613, -0.1476
Si, 2.4265, -4.059, 30.0813, 0.0911, -0.1308, -0.1117
Si, -0.7818, -0.878, 29.9988, -0.0964, 0.0845, -0.0586
Si, 1.9386, -9.0099, 30.2335, 0.0187, 0.1588, -0.2157
Si, -6.3229, -6.2672, 30.2609, -0.001, 0.0324, -0.1514
Si, -3.6545, -3.6006, 30.1183, -0.1188, 0.0978, -0.06
Si, 5.1422, -1.3146, 30.08, 0.0971, 0.0089, -0.1007
Si, -2.9624, -9.5474, 30.1067, 0.0463, -0.0043, -0.0711
Si, 0.8511, -5.2101, 31.5018, -0.041, 0.0218, -0.2516
Si, 3.5633, -2.4872, 31.446, 0.0517, -0.0066, -0.1581
Si, 0.7896, -10.7142, 31.4322, -0.0023, 0.0429, -0.144
Si, 3.4998, -7.892, 31.5886, 0.0309, -0.0375, -0.2166
Si, -4.714, -5.1533, 31.5606, 0.0187, -0.0784, -0.1165
Si, -1.9616, -2.4645, 31.3907, 0.0288, -0.0341, -0.1981
Si, 6.3182, 0.2419, 31.4341, 0.0117, 0.0151, -0.1713
Si, -1.8883, -8.0938, 31.642, -0.0151, 0.0782, -0.1418
Si, -0.5945, -3.8623, 32.8135, -0.0586, 0.0263, 0.0175
Si, 2.1573, -1.1521, 32.8125, -0.0176, -0.0151, 0.0972
Si, -0.5256, -9.4339, 32.9367, -0.0275, -0.0508, 0.0744
Si, 2.1355, -6.5781, 32.9378, -0.012, 0.0475, 0.0166
Si, 4.8579, -3.8399, 32.9131, -0.0265, -0.0156, 0.0473
Si, 7.6315, -1.1441, 32.8598, 0.0045, -0.0002, -0.0815
Si, 4.9058, 1.5893, 32.837, -0.0227, -0.0425, -0.0005
Si, -3.3154, -6.6232, 32.855, -0.0296, 0.0153, 0.0353
Si, -1.9408, -5.264, 34.2432, 0.0221, 0.1094, -0.3435
Si, 0.7937, -2.5295, 34.2432, -0.0566, 0.1054, -0.4193
Si, -1.9408, 0.205, 34.2432, 0.0055, -0.3286, 0.3314
Si, 0.7937, -7.9985, 34.2432, 0.0027, -0.0055, 0.321
Si, 3.5282, -5.264, 34.2432, 0.0268, 0.2866, 0.4469
Si, 6.2627, -2.5295, 34.2432, 0.0616, 0.2675, 0.1111
Si, 3.5282, 0.205, 34.2432, 0.0252, 0.0202, -0.4213
Si, 6.2627, -7.9985, 34.2432, -0.0238, 0.0686, -0.1667
Si, 1.3673, -1.3673, 3.418, 0.3644, 0.0548, -0.2423
Si, 4.1018, 1.3673, 3.418, -0.1408, 0.0846, 0.744
Si, 1.3673, 4.1018, 3.418, 0.3047, -0.0957, 0.0618
Si, 4.1018, -4.1018, 3.418, -0.4273, -0.1096, -0.0139
Si, 6.8362, -1.3673, 3.418, -0.153, -0.0149, -0.1583
Si, -1.3673, 1.3673, 3.418, 0.2713, -0.1059, -0.0091
Si, 6.8362, 4.1018, 3.418, -0.1618, 0.1761, -0.201
Si, -1.3673, 6.8362, 3.418, -0.2103, -0.6013, -0.1153
Si, 2.6828, -0.0249, 4.8692, -0.0224, 0.0417, -0.116
Si, 5.4855, 2.8005, 4.8295, 0.0023, -0.1382, -0.0041
Si, 2.7503, 5.4366, 4.8466, 0.0361, 0.0517, 0.0482
Si, 5.38, -2.6821, 4.7543, -0.0637, 0.0831, 0.0825
Si, -2.6629, -0.0913, 4.7517, -0.0116, -0.0636, 0.0482
Si, 0.0146, 2.7554, 4.7875, -0.1632, 0.0833, 0.0675
Si, 8.1639, 5.4431, 4.8111, -0.0253, -0.053, -0.0768
Si, 0.164, -2.8968, 4.6771, 0.024, 0.0436, -0.0136
Si, 1.1874, 1.2907, 6.2428, -0.1565, -0.1313, 0.0942
Si, 4.0706, 4.1226, 6.3206, 0.296, 0.1464, 0.2492
Si, 1.438, -4.0936, 6.2345, -0.1052, 0.0027, 0.6203
Si, 4.1068, -1.3541, 6.2653, 0.0397, 0.1288, 0.3364
Si, -3.8975, 1.4541, 6.0521, 0.2434, 0.2355, 0.4466
Si, -1.2324, 4.2295, 6.1513, 0.1082, 0.3082, 0.5175
Si, 6.6027, -4.1533, 6.0605, 0.1731, -0.1548, 0.3321
Si, -1.2953, -1.7226, 5.9483, -0.1155, 0.0704, 0.1035
Si, -0.3613, -0.238, 7.4582, 0.1068, -0.1803, -0.1691
Si, 2.8861, 2.402, 7.4529, 0.1026, -0.0981, 0.1424
Si, -0.2649, -4.8381, 7.8549, 0.4185, -0.7696, -0.8464
Si, 2.9002, -2.8955, 7.7125, 0.1957, -0.1267, -0.1608
Si, 5.4226, 0.3579, 7.3189, -0.1986, 0.014, -0.1801
Si, -2.392, 2.7606, 7.6748, -0.2422, 0.147, -0.5947
Si, 5.2054, 5.8106, 7.8016, -0.5684, 0.0102, -0.4655
Si, -2.7243, -3.0938, 7.3105, -0.6474, 0.1954, -0.0264
Si, -0.5735, -6.6312, 35.6105, 0.0106, -0.0528, -0.0113
Si, 2.161, -3.8967, 35.6105, 0.0695, -0.0651, -0.0066
Si, -0.5735, -1.1622, 35.6105, -0.0984, -0.0004, 0.0104
Si, 2.161, 1.5723, 35.6105, 0.0438, 0.0952, 0.0055
Si, 4.8955, -6.6312, 35.6105, -0.0038, 0.014, -0.0279
Si, -3.308, -3.8967, 35.6105, 0.0171, 0.0258, -0.0269
Si, 4.8955, -1.1622, 35.6105, 0.094, -0.0091, -0.013
Si, 7.63, 1.5723, 35.6105, 0.0567, 0.0169, -0.0352
Si, 0.7937, -5.264, 36.9777, -0.0022, 0.0624, -0.0114
Si, 3.5282, -2.5295, 36.9777, -0.0413, 0.0533, -0.0185
Si, 0.7937, 0.205, 36.9777, -0.0355, -0.0503, -0.0214
Si, 3.5282, -7.9985, 36.9777, 0.0649, 0.0299, -0.0079
Si, -4.6753, -5.264, 36.9777, -0.012, -0.0425, -0.024
Si, -1.9408, -2.5295, 36.9777, 0.0334, -0.0357, -0.0114
Si, 6.2627, 0.205, 36.9777, -0.0741, 0.0239, -0.005
Si, -1.9408, -7.9985, 36.9777, -0.0445, -0.0077, -0.0093
Si, 1.3673, 1.3673, 0.6835, -0.0168, -0.0673, 0.0248
Si, 4.1018, 4.1018, 0.6835, 0.0485, 0.0212, 0.0158
Si, 1.3673, 6.8362, 0.6835, 0.0142, 0.0676, 0.0145
Si, 4.1018, -1.3673, 0.6835, 0.0034, -0.0645, 0.0054
Si, 6.8362, 1.3673, 0.6835, 0.002, 0.0482, 0.011
Si, -1.3673, 4.1018, 0.6835, 0.1191, -0.0647, 0.0038
Si, 6.8362, -4.1018, 0.6835, -0.0076, 0.0007, 0.037
Si, -1.3673, -1.3673, 0.6835, 0.0061, 0.0328, 0.0401
Si, 0, 0, 2.0507, 0.027, 0.0878, 0.009
Si, 2.7345, 2.7345, 2.0507, 0.0308, 0.0753, 0.0022
Si, 0, 5.469, 2.0507, -0.1985, -0.0847, -0.0274
Si, 2.7345, -2.7345, 2.0507, -0.0115, 0.02, -0.0462
Si, 5.469, 0, 2.0507, 0.0033, -0.0355, 0.0509
Si, 8.2035, 2.7345, 2.0507, -0.1403, -0.0622, 0.063
Si, 5.469, 5.469, 2.0507, 0.0679, -0.0599, 0.003
Si, 8.2035, -2.7345, 2.0507, 0.0003, 0.0078, 0.0226
Si, -4.0208, -4.8512, 22.0359, 0.1277, -0.0466, 0.2779
Si, 2.4095, -4.8344, 15.4281, 0.0527, -0.0465, -0.1698
Si, 6.1902, -7.9568, 28.0295, -0.0508, 0.0232, 0.0808
Si, 4.637, -1.5441, 19.3813, -0.065, 0.0049, 0.0892
Si, -9.2542, -8.2629, 19.5076, -0.0575, 0.0256, 0.0396
Si, 7.3321, -10.864, 19.5231, 0.0051, 0.024, 0.1636
Si, -0.2697, -8.0596, 14.6403, -0.0143, 0.052, -0.1948
Si, -0.7821, -2.7393, 12.4141, -0.1241, -0.1039, 0.0712
Si, -0.0388, -3.1257, 24.8599, -0.1213, -0.0523, -0.0375
Si, -3.3322, -9.8922, 22.456, -0.0715, 0.0298, 0.1837
Si, 2.2067, -1.7471, 23.2452, -0.0502, 0.0567, 0.1773
Si, 5.6053, 0.2349, 10.4504, -0.0571, 0.0551, 0.0515
Si, 3.8741, -10.8684, 25.1576, 0.0424, 0.0372, 0.0481
Si, 0.6209, -2.2738, 9.5968, 0.0396, -0.1024, -0.2399
Si, 9.3749, 1.3414, 10.5829, 0.014, 0.0543, 0.0902
Si, 3.9322, 0.774, 27.995, -0.1066, 0.0138, 0.196
Si, -1.7593, -5.1511, 28.2919, -0.0788, -0.1124, 0.1044
Si, -4.0831, -4.9428, 18.8408, 0.0578, 0.0079, 0.0721
Si, -2.077, -2.4822, 18.1998, -0.0148, -0.0407, -0.1159
Si, 4.7721, -14.5923, 17.132, 0.047, -0.0165, -0.1838
Si, -6.6854, -3.6353, 21.6897, -0.0451, 0.0673, 0.2194
Si, -3.5685, 1.2953, 12.6049, -0.0759, 0.01, -0.0702
Si, 7.6596, -5.6877, 9.0853, 0.1333, -0.1043, -0.2683
Si, 1.563, 3.5927, 16.7714, -0.1114, -0.0001, -0.1111
Si, -0.6268, -6.8182, 18.5688, 0.118, 0.0264, 0.0086
Si, 2.2198, -5.638, 20.7762, -0.1314, -0.0095, 0.1668
Si, 0.7403, 2.3286, 11.8062, -0.0328, -0.106, -0.0897
Si, -2.393, -7.1727, 23.0818, -0.0187, 0.0194, 0.2734
Si, 7.7846, -6.2428, 25.8868, -0.0509, 0.0482, -0.1027
Si, -3.0874, -3.5244, 24.449, 0.0226, -0.0394, 0.147
Si, -4.577, -11.784, 24.2006, 0.0105, -0.0917, 0.2819
Si, 0.0309, -5.2124, 22.7081, -0.0901, -0.0082, 0.2122
Si, -3.3293, -7.9809, 18.0197, 0.0141, -0.0059, -0.0788
Si, 9.0685, -2.5239, 15.1321, 0.0879, -0.0185, -0.1761
Si, 3.3831, 2.2884, 10.3778, 0.0528, 0.0449, 0.0475
Si, 5.2682, -6.0377, 10.8376, -0.0367, -0.0636, -0.0832
Si, -0.3866, -4.8405, 14.4234, -0.0163, -0.0121, -0.1525
Si, 2.6452, 0.1206, 20.7924, 0.0564, -0.0151, 0.2464
Si, 7.7813, -1.1596, 11.5519, -0.0149, -0.0868, 0.0541
Si, 7.66, 2.738, 15.0512, -0.0109, 0.0381, -0.2086
Si, 6.3727, -3.2545, 14.4231, -0.0638, -0.1499, -0.082
Si, 6.6348, 5.056, 13.4258, 0.011, -0.0143, -0.1229
Si, -3.0632, -0.4445, 8.8134, 0.0096, -0.1926, -0.2879
Si, 10.6259, -15.2203, 19.9486, 0.0077, -0.0696, 0.1786
Si, -6.1506, -10.0328, 22.6855, -0.052, 0.1129, 0.1959
Si, 0.4629, -2.9032, 27.9687, 0.0432, 0.0181, 0.1541
Si, -0.8917, -6.9315, 9.9392, 0.1906, 0.2263, 0.0361
Si, 15.2055, -4.5371, 13.1729, 0.0117, -0.1385, -0.2259
O, 0.7212, -13.0848, 23.7954, 0.0111, -0.014, -0.0582
O, 4.1811, 1.3958, 7.5974, 0.0925, -0.0708, -0.081
N, 6.2595, 0.1769, 8.8477, 0.0637, 0.1523, -0.3598
O, -1.8955, -10.6775, 29.4759, 0.0124, -0.0311, 0.39
O, 0.7937, -7.944, 29.629, -0.0247, -0.0122, 0.5776
O, 2.8082, -4.583, 13.8483, -0.0286, 0.016, 0.1604
O, 3.0959, -2.9912, 22.6569, 0.0677, -0.0604, -0.1135
O, 0.4038, 2.1573, 13.3674, 0.0055, 0.0058, 0.0849
O, 8.5537, 6.4061, 8.1996, 0.2838, 0.0905, -0.0155
O, 7.7673, -2.0515, 8.5173, 0.0756, 0.1587, -0.1181
O, 2.4689, 2.5874, 9.0507, -0.0872, 0.0683, -0.1714
O, 8.7281, -5.9823, 10.2842, 0.0804, -0.0117, 0.0523
O, -3.6649, -6.4084, 22.3841, -0.0731, 0.0341, -0.1343
O, 3.5133, -5.217, 29.5613, 0.0286, 0.0092, 0.4737
O, 2.765, -9.515, 28.9111, -0.019, -0.0691, 0.0338
O, 6.2087, -2.4696, 29.501, 0.0734, -0.0619, 0.4524
O, -2.2395, -8.7055, 22.5611, 0.0192, -0.0394, -0.0934
O, 5.4357, -6.9097, 29.0036, 0.0271, -0.0034, -0.0327
O, 5.4541, -11.2594, 25.4666, -0.0166, -0.0024, -0.1401
O, 10.4459, 6.8161, 21.5759, 0.0235, 0.021, -0.2079
O, -1.2258, -5.5335, 19.3722, -0.0684, 0.0118, -0.0385
N, -1.5502, 2.5213, 9.279, -0.0425, -0.3622, -0.2217
O, 6.5034, 4.5273, 11.8763, 0.0039, -0.013, 0.1009
O, -5.478, -4.314, 22.5622, -0.0685, -0.019, -0.0817
O, 4.5085, -0.5664, 28.7408, -0.0024, -0.0479, 0.0683
O, -2.6247, -7.2076, 24.6951, 0.0203, 0.027, -0.0705
O, -0.9846, -6.4691, 22.7295, 0.065, 0.0039, -0.0997
O, -3.1504, -4.4438, 28.779, 0.0656, -0.0076, 0.0268
O, 6.7831, 1.843, 14.0113, 0.0839, 0.0476, 0.0604
O, 2.209, -2.486, 9.1937, 0.0156, 0.0929, -0.1398
O, 0.0506, 4.8504, 8.8951, -0.0093, 0.0806, 0.1278
O, -3.9383, -4.641, 20.4361, -0.0394, 0.0271, -0.1909
O, 9.1959, 3.236, 17.8124, -0.0569, 0.0016, 0.0064
O, 4.0201, -4.0255, 8.1628, 0.177, -0.1693, -0.0684
O, 0.0137, 1.0937, 11.0023, -0.027, 0.0287, 0.0701
O, 7.676, -10.8899, 23.7803, 0.0199, 0.0614, -0.1473
O, -0.6046, -4.0406, 28.3798, 0.0274, -0.0016, -0.0616
O, 8.6341, -2.5408, 11.751, -0.0017, 0.0138, -0.0002
O, 0.8608, -4.3519, 15.3697, 0.0418, 0.0004, 0.0676
O, 0.1511, -4.6283, 24.2298, 0.0236, 0.0268, -0.0427
O, -4.8065, -9.1396, 22.4894, 0.0128, -0.0306, -0.0607
O, 2.9891, -1.1441, 24.5359, 0.0185, -0.0042, -0.0517
O, 7.5867, 4.237, 14.4251, 0.0043, -0.0574, 0.0679
O, -3.1238, -0.2515, 12.9022, 0.0006, -0.0267, 0.0245
O, -7.315, -4.8639, 20.848, 0.0208, -0.0607, -0.1109
O, 0.1229, 3.1393, 19.625, 0.0073, -0.0129, -0.0217
O, 1.4997, -5.7331, 22.2427, 0.0836, -0.0098, -0.1005
O, 8.2343, -12.0372, 18.8229, 0.0181, -0.0028, 0.0032
O, 0.4553, 4.6093, 17.447, 0.0163, -0.0067, 0.0484
O, -0.0766, -1.4859, 28.6079, -0.0023, -0.0147, 0.1153
O, -0.4208, -6.4569, 14.3655, 0.0094, 0.0203, 0.0438
O, 5.127, -9.1203, 27.6435, 0.0095, 0.0316, -0.0784
O, 4.2765, -4.9312, 11.5725, 0.0208, 0.0372, 0.1331
O, 2.3572, 2.3251, 11.6435, -0.0619, 0.0048, 0.0277
O, -5.612, -11.6024, 22.9089, 0.0135, 0.0003, -0.1195
O, -1.8958, -5.807, 26.8181, 0.0899, 0.0642, 0.1231
O, -5.0935, -3.6536, 15.9083, -0.0263, 0.0212, 0.1687
O, 7.1943, -4.3584, 13.5079, -0.0635, 0.0588, 0.0939
O, 0.2197, -0.8439, 8.8857, -0.055, 0.1453, -0.0716
O, -0.7865, -2.9496, 19.1314, 0.0142, 0.041, -0.0265
O, 7.5165, -2.135, 14.7238, -0.0526, 0.0244, 0.0321
O, 3.3038, -3.9957, 16.4984, -0.0006, 0.02, 0.0986
O, -1.9597, 0.2849, 7.801, 0.0546, 0.1692, 0.2046
O, -3.1257, -3.7676, 18.1443, -0.0201, -0.0106, 0.0058
O, 3.1989, 0.4417, 26.5764, 0.0313, -0.0303, 0.0399
O, 7.0541, -6.5687, 18.633, -0.0284, 0.01, -0.0126
O, 0.0546, -7.2279, 11.2322, -0.0916, 0.0546, -0.0756
O, 0.6114, -2.883, 26.3402, 0.0566, 0.0304, 0.1354
O, 0.2823, -2.2738, 11.2261, 0.0596, 0.034, -0.23
O, -4.1878, -13.2887, 24.5883, -0.0541, 0.0305, -0.0852
O, 4.8851, -2.5803, 20.62, 0.0216, 0.0162, -0.0913
O, -7.0147, -9.6476, 24.0369, 0.0367, -0.0675, -0.0869
O, 5.0814, 5.1761, 13.9491, -0.003, 0.0612, 0.0705
O, 3.1617, -0.8863, 19.6273, 0.0292, -0.0212, -0.1004
O, 4.4658, 3.5176, 10.4779, 0.0218, 0.104, 0.0493
O, 1.2559, -4.7575, 19.7536, -0.004, 0.0265, -0.0734
O, 6.1773, -1.2352, 11.0643, 0.0229, -0.0497, 0.1875
O, 1.6402, -9.7555, 20.1214, -0.0287, 0.065, -0.0808
O, 1.8729, -3.3323, 28.6866, -0.0312, 0.0187, 0.1366
O, -3.6901, -15.7469, 25.2806, 0.0377, -0.0137, -0.0577
O, 3.8939, 1.0091, 21.3583, -0.0386, -0.0007, -0.1227
O, -4.2555, -7.1093, 26.7182, -0.0473, -0.0774, 0.1839
O, 1.9538, -0.6702, 22.0407, 0.0073, 0.04, -0.149
O, -3.1211, -10.7441, 21.0855, 0.0225, -0.0655, -0.1542
O, 16.2831, -4.7185, 18.2316, 0.0122, -0.0375, 0.0223
O, -12.6654, -8.6902, 15.002, -0.0321, -0.0303, 0.0823
O, -1.3468, -6.3774, 29.254, -0.0359, 0.0748, -0.0734
O, -3.5018, -8.681, 28.8024, 0.0132, -0.0307, 0.0325
O, 2.2531, 2.7124, 17.9614, 0.0286, -0.0088, 0.0413
O, 2.57, -7.1597, 20.314, 0.0442, 0.0235, -0.0276
O, -0.2091, -3.4516, 8.8103, -0.1171, -0.0476, 0.1658
O, 7.4487, -6.979, 8.0984, -0.1154, 0.0656, 0.1776
O, -12.6014, -13.8523, 24.9859, 0.1064, -0.0061, -0.0398
N, -2.3987, -0.159, 10.3479, 0.3158, 0.1642, -0.0219
N, 6.0071, -5.3388, 9.4103, -0.131, 0.052, -0.1623
O, 0.7579, -8.4049, 15.8448, 0.0732, -0.0008, 0.1192
O, 2.5479, 4.5202, 15.8624, 0.0055, 0.0037, 0.0644
O, 9.336, -12.9815, 16.6752, 0.0114, 0.0097, 0.1142
O, -2.9293, -3.9462, 22.8762, -0.054, -0.0315, -0.1725
O, 8.6549, 2.0603, 11.9207, -0.0521, -0.1027, 0.034
O, 4.6491, -13.159, 17.9015, 0.0047, 0.0135, 0.0078
O, -1.6649, -4.1594, 15.1737, -0.0574, 0.0479, 0.063
O, 10.5635, -4.2724, 12.859, -0.0253, 0.0568, 0.0263
O, -3.5299, -9.3472, 18.8895, -0.0136, 0.0358, -0.018
O, 4.9966, -3.0767, 13.504, 0.0753, 0.0545, 0.0579
O, 6.9992, 2.6693, 16.526, -0.0311, 0.0047, 0.1425
O, 5.7751, -0.3869, 19.432, 0.0212, 0.01, -0.042
O, 10.0668, -1.9571, 13.9034, -0.0417, -0.0254, 0.0907
O, 6.1795, 1.3575, 11.4942, 0.0317, 0.0083, 0.0129
O, 4.0514, 0.7666, 10.3342, 0.0305, -0.0896, 0.0784

Results
free energy: -153366.364 eV
free energy less fixed offsets of N -385.13, O -568.88, Si -635.61 eV per atom: 3.276 eV

The program warned: the cutoff lies below the one the program advises for these potential files; the exchange-correlation potential is rough where the density is thin.
